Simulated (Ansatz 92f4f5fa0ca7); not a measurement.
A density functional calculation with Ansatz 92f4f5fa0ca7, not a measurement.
Periodic cell of 140 atoms, Si84O56, from a study of silicon, its oxide and their interface. The atomic structure is a simulated model.

Settings: functional r2SCAN; potential files Ansatz norm-conserving; basis plane waves; wave-function cutoff 1300 eV; density cutoff ratio 4; exchange-correlation grid ratio 1; k mesh 2 x 2 x 1, shifted by 0.5 0.5 0.5 of a step; self-consistency stop 5e-08 eV per atom in the density residual; occupations Fermi-Dirac, 0.05 eV; spin none; net charge 0.

Cell vectors (angstrom)
a, 10.9176, -0.0709, 0.0493
b, -0.0709, 10.9694, 0.0243
c, 0.09, 0.0444, 19.9508

Atoms and the computed forces on them: element, x, y, z (angstrom), force x, y, z (eV/angstrom)
Si, 0.411, -0.202, 0.0435, -0.671, 2.2643, 0.277
Si, 2.5556, 3.2843, 0.0599, 0.6439, 1.5037, -0.2087
Si, 0.144, 5.3939, 0.2537, -0.0123, 1.0139, -0.0543
Si, 2.2005, 8.3814, 0.4601, 0.1092, 0.5527, -1.3483
Si, 5.2217, 0.0371, 0.5091, -0.8064, -0.913, -0.0676
Si, 7.6595, 2.9033, -0.2982, -0.9152, 0.4006, -0.3145
Si, 5.7189, 5.5055, -0.0778, -0.3751, 0.5986, 0.2705
Si, 9.0063, 7.4829, -0.0249, -0.4512, 0.714, 0.0003
Si, 1.6255, 1.4474, 1.2848, -0.774, -0.5586, 0.5715
Si, 4.193, 4.3388, 1.4273, -0.9598, 0.1271, -0.3395
Si, 1.1334, 6.8, 1.8607, 0.5267, 0.2743, -1.4503
Si, 3.9398, 9.5264, 1.7551, -0.3126, -0.889, 0.046
Si, 6.6793, 1.4871, 1.4445, 1.1343, 0.0458, 0.2687
Si, 9.4974, 3.9599, 1.2505, -0.8778, -0.726, 0.7066
Si, 7.0692, 6.8493, 1.3616, 0.3902, -1.2189, -0.4323
Si, 9.6042, 9.4785, 1.3882, -0.1902, 0.1304, -1.2714
Si, 0.0654, 2.6743, 2.6545, -0.4403, -0.057, 0.1666
Si, 2.7107, 0.0036, 3.0019, 0.1075, 0.724, -0.6224
Si, -0.2908, 8.1961, 2.881, 0.8939, 0.963, 1.6548
Si, 2.6975, 5.4932, 2.8695, 1.0313, -0.0169, 0.7568
Si, 5.3577, 2.8231, 2.8487, 0.4892, 0.6248, -0.1965
Si, 8.2857, -0.0571, 2.7271, -1.009, -0.2685, -0.2432
Si, 5.529, 8.0312, 2.6621, 0.3683, 1.4575, 0.7913
Si, 8.0958, 5.3875, 2.9353, 0.2171, -0.6652, -1.389
Si, 1.4042, 4.0189, 4.195, -0.6005, -0.2953, -0.4293
Si, 4.1197, 1.4537, 4.2216, 0.4284, -1.4652, 0.2417
Si, 1.0949, 9.7476, 4.2616, 0.4814, -1.6138, -0.0896
Si, 4.1912, 6.858, 4.1173, -0.8769, -0.6233, -0.2936
Si, 6.6885, 4.1423, 4.3126, 0.8045, -1.3408, -0.0949
Si, 9.5616, 1.2688, 4.2123, 0.1226, 0.9089, -0.3646
Si, 6.9289, 9.405, 4.1693, -0.7642, 0.781, -0.8866
Si, 9.5896, 6.5325, 4.2716, -1.038, 1.0678, 0.5303
Si, -0.0427, 0.1422, 5.6843, 0.1177, -0.098, -1.119
Si, 2.6899, 2.6002, 5.5787, -0.4956, 0.6345, 0.1268
Si, -0.0632, 5.2384, 5.6174, 0.7242, -0.1637, 0.1007
Si, 2.6934, 8.1274, 5.3495, -0.4735, 1.4394, 0.4919
Si, 5.6269, -0.0351, 5.484, -0.3729, -0.096, 0.3754
Si, 8.144, 2.6118, 5.7002, -0.3462, 0.1293, -0.2617
Si, 5.2846, 5.4469, 5.556, 0.4036, -0.0595, 0.6284
Si, 8.2069, 8.0546, 5.571, 0.4909, 0.1013, -0.8979
Si, 1.3137, 1.3835, 7.0441, 0.0278, 0.5629, -0.0182
Si, 3.9842, 3.9922, 6.8989, -0.096, 0.8521, 0.8025
Si, 1.3988, 6.6872, 6.734, -1.0448, 0.8592, -0.552
Si, 4.008, 9.5991, 6.7455, 0.49, -0.2466, -0.4353
Si, 6.8417, 1.2261, 7.2293, 0.6703, 0.2935, -0.659
Si, 9.5255, 3.8585, 7.2081, -0.7835, 0.286, -0.2375
Si, 6.7925, 6.7717, 6.7875, -0.5372, -0.1686, 1.2771
Si, 9.4504, 9.5976, 6.8102, -0.2114, -1.725, 1.7335
Si, -0.0464, 2.5459, 8.609, 1.0257, -0.0447, 0.8624
Si, 2.7268, -0.0575, 8.1002, 0.6567, -0.0435, 1.0624
Si, -0.0457, 8.0494, 8.0532, 0.0566, 0.2179, -0.5281
Si, 2.5758, 5.4972, 8.218, 0.7295, -1.1269, 1.1736
Si, 5.4235, 2.8268, 8.3602, -0.3652, 0.9064, 1.5016
Si, 8.438, -0.2, 8.5309, -0.9876, -0.6356, -0.5578
Si, 5.3496, 8.154, 8.0968, 0.3466, 1.0645, 0.4614
Si, 8.0585, 5.4994, 8.3523, -0.3491, -0.0742, -0.0508
Si, 1.1183, 4.3788, 9.8138, -0.2435, 0.8351, -0.1708
Si, 4.2429, 1.1571, 9.7408, 0.7814, -1.7053, -3.1371
Si, 1.4961, 9.2551, 9.2604, 0.8025, -0.0642, 0.4514
Si, 3.8643, 7.0554, 9.4675, -0.2065, -0.2574, -0.5733
Si, 6.2741, 4.7713, 9.796, 0.625, -0.2365, -0.7669
Si, 10.2572, 0.3823, 9.8743, -0.0994, 0.4206, -0.5654
Si, 6.3792, 9.8184, 9.6275, -0.5668, 0.1999, -0.8313
Si, 9.7235, 6.5715, 9.6118, 0.7425, -0.7248, 0.4951
Si, -1.381, -0.1494, 12.6249, 0.1874, 1.7629, 0.7032
Si, 0.3821, -5.126, 14.013, -1.4295, -0.4962, 0.5003
Si, 1.7684, 3.6034, 12.6988, -0.573, 1.434, 0.7287
Si, 9.7199, -3.2253, 12.5049, 1.6206, -2.7168, -0.9566
Si, 7.0357, 3.8583, 12.5368, -0.547, -2.3121, -0.8062
Si, 13.7862, 9.5676, 14.0717, 0.2456, 2.2617, 0.8118
Si, 5.0535, -0.423, 12.1945, 0.8172, -0.9835, -0.178
Si, 1.123, 1.0292, 13.5621, 1.0003, -2.0035, 0.7496
Si, 7.1038, 4.5765, 15.12, 0.3364, 0.4902, 0.6111
Si, 8.5486, 6.9143, 15.05, 1.7406, 0.6157, 0.584
Si, 1.992, 0.4264, 16.1124, 1.6281, -0.2086, -1.4714
Si, 5.6965, -0.9239, 17.7972, 0.3948, 1.9477, 1.7301
Si, 7.0977, 0.9426, 13.8912, -1.043, 0.5862, -1.8472
Si, 8.3627, -2.0564, 17.3102, -0.3865, 1.3212, 0.0713
Si, 8.0807, 2.119, 16.5433, -1.2235, 1.0902, 0.0433
Si, 10.3042, 0.3851, 17.3201, -0.1724, -0.6005, -0.0053
Si, 3.8656, 1.4389, 18.2895, 1.7341, -3.0631, -1.3285
Si, 4.0362, -3.4878, 17.9604, -1.1766, -2.9087, 1.0077
Si, 2.9813, 6.8386, 15.0714, -2.086, -1.9002, 0.0379
Si, 4.4888, 4.5876, 13.866, 0.6857, 0.5273, 1.7401
O, 1.3159, -1.4372, -0.4409, 1.0894, -1.1305, 0.6089
O, -0.0936, 0.8893, -1.2275, -0.1211, -1.4153, 0.0904
O, 3.6475, 2.9069, -1.2481, -1.1529, 1.8351, 0.2996
O, 3.8585, 0.6609, -0.2263, 0.4223, -0.2228, 0.3236
O, 1.3954, 4.5066, -0.3516, 0.8023, -1.284, -0.2272
O, -0.7106, 6.5239, -0.7169, -0.5372, 0.1151, 1.2567
O, 2.6775, 7.5071, -0.842, 1.0505, -0.2423, -0.5021
O, 4.3941, 8.919, -2.1717, -1.1188, -0.8749, -0.9115
O, 6.0469, -0.8925, -0.5508, 0.3569, -0.0345, -1.1461
O, 7.5525, 2.0628, -1.807, 0.6342, 0.6794, 0.3956
O, 2.6472, -2.7513, -9.9071, 0.5247, -0.6689, -0.6069
O, 6.6644, 4.2558, -0.5484, 0.6544, -0.9209, -0.3908
O, 5.0496, 6.4101, -1.3274, -0.3459, 0.0659, 0.0232
O, 8.1092, 7.9309, -1.3248, 0.2706, -0.3532, -0.2308
O, 2.409, 8.2329, 14.5432, 0.1712, -0.6983, 0.0955
O, -2.4102, -3.5242, 13.425, -0.7632, 0.3623, 0.5879
O, 5.4652, 0.109, 9.1144, 0.0971, -0.0553, 0.9784
O, 4.2271, 0.6683, 11.2779, 0.039, -0.3084, 1.255
O, 9.2862, 7.2839, 11.0234, -0.5055, 0.6423, -0.5235
O, 4.089, 6.1521, 14.103, 0.4341, 0.2515, 0.41
O, 5.1402, 0.5813, 17.4895, -1.1696, 1.2563, 0.264
O, 9.9057, 6.0087, 15.0962, 1.0061, -0.4107, -0.6167
O, 5.1499, 5.9979, 10.1138, -0.1522, -0.4419, 0.2544
O, 7.3379, 4.1461, 10.9983, -0.9011, 0.7237, -1.002
O, 8.1395, -0.2128, 13.4634, -0.3032, 0.0892, 0.0884
O, 3.1209, 3.8082, 13.6447, -1.068, -1.0149, -0.7944
O, 6.1415, 9.7236, 11.2824, -1.178, 1.0198, 0.3576
O, 10.7293, 5.3218, 10.108, 0.3745, 0.059, -0.3165
O, 12.9187, 4.2119, 11.3065, -0.3967, -0.0958, -1.6791
O, -0.4231, 0.7679, 13.5749, -1.4055, -0.7286, -0.0681
O, 9.4024, 0.6356, 11.2583, 0.7967, -1.3323, 0.9391
O, 0.567, -0.3034, 16.3788, -0.2304, 0.8055, 0.6443
O, 3.2098, -0.4424, 15.3894, -0.9205, -0.6401, 0.1003
O, 1.7778, 10.5445, 13.2677, -0.733, 0.7151, -0.2798
O, 16.4393, 4.0746, 15.2276, -0.5147, 0.3819, -1.577
O, 2.6334, -9.9149, 17.4277, -0.3341, 0.1291, 0.1391
O, 5.4819, 4.3904, 12.6413, 0.2056, -0.5929, -0.6317
O, 5.6189, 0.3549, 13.4874, 1.1833, 0.6296, 0.154
O, 7.2792, 6.1085, 15.6284, -0.1559, 0.2965, -0.0997
O, 15.0044, 9.358, 13.0581, 0.3488, 0.1525, -0.9553
O, 7.8584, 4.6436, 13.6369, -0.5604, 0.1521, 0.9333
O, 11.4418, -6.6756, 13.3737, 0.5452, -0.7341, -0.0055
O, 1.7074, 1.5783, 14.9756, -0.518, -0.0586, 0.0153
O, -0.8693, 9.3277, 12.6454, -0.0423, 1.2266, -0.6414
O, 0.0887, 6.8772, 12.8027, -0.8478, 1.0682, 0.5516
O, 8.8255, 8.2186, 16.0179, 0.0683, -1.0717, -1.0405
O, 18.2345, 2.1724, 12.9308, -0.6119, 0.7827, 0.2991
O, 1.3628, 2.0617, 12.398, 1.2241, 1.421, -0.5296
O, -1.3522, 1.6309, 16.3511, 1.6222, -1.409, 1.283
O, 3.3047, -4.2332, 16.6335, 2.0456, 1.6324, 1.21
O, 0.5325, -0.6873, 10.092, -0.7588, 0.7684, 0.3781
O, 8.0562, 3.649, 15.9952, -0.1056, -0.5664, 0.9095
O, 7.1277, 1.363, 15.4243, 0.4662, -0.1314, 1.3631
O, 6.903, -1.4436, 16.9165, 0.365, -0.1493, -0.3004
O, 9.2272, -0.7503, 17.7283, 0.2464, -0.1853, -0.4461
O, 12.5652, 5.8194, 14.9548, 0.4725, 0.83, 0.2188

Results
free energy: -35875.832 eV
free energy less fixed offsets of O -463.61, Si -117.95 eV per atom: -5.872 eV
pressure: -2.20 GPa
stress xx, yy, zz, yz, xz, xy (GPa, positive in tension): 2.23, 2.1, 2.27, 0.19, 0.77, -3.51
